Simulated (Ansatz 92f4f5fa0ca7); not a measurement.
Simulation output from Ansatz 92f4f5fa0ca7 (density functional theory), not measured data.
Periodic cell of 228 atoms, Si140O88, from a study of silicon, its oxide and their interface. The atomic structure is a simulated model.

Settings: functional r2SCAN; potential files Ansatz PAW; basis plane waves; wave-function cutoff 800 eV; density cutoff ratio 5; exchange-correlation grid ratio 1; k mesh 1 x 1 x 1, shifted by 0.5 0.5 0 of a step; self-consistency stop 1e-10 eV per atom in the density residual; occupations fixed; spin none; net charge 0.

Cell vectors (angstrom)
a, 10.888, 0, 0
b, 0, 10.888, 0
c, 0, 0, 32.9553

Atoms: element, x, y, z (angstrom)
Si, 0.0131, 0.1339, -0.1219
Si, 3.02, 2.4047, 0.1991
Si, -1.2122, 4.0443, 1.486
Si, 2.738, 7.838, 0.2631
Si, 5.1299, 0.1481, 0.0462
Si, 8.9635, 2.6735, -0.2391
Si, 5.058, 5.6413, -0.0307
Si, 8.6817, 7.3707, 0.0902
Si, 1.4231, 1.2361, 1.4256
Si, 4.1408, 4.0208, 1.4372
Si, 1.3092, 6.7319, 1.6637
Si, 4.0206, 9.4627, 1.3751
Si, 6.736, 1.2953, 1.2977
Si, 10.6218, 5.7925, 0.2543
Si, 6.8314, 6.6061, 1.3228
Si, 9.5941, 9.392, 1.1005
Si, 0.1228, 2.6525, 2.7905
Si, 2.733, -0.0936, 2.8156
Si, -0.0494, 8.2168, 2.7907
Si, 2.7458, 5.3206, 2.8383
Si, 5.5093, 2.6836, 2.781
Si, 8.2166, -0.0909, 2.5382
Si, 5.4992, 8.1012, 2.6477
Si, 8.1205, 5.2803, 2.7759
Si, 1.3969, 4.0091, 4.202
Si, 4.0969, 1.3284, 4.1073
Si, 1.3405, 9.5043, 4.1726
Si, 4.1288, 6.7751, 4.0672
Si, 6.8084, 4.0032, 4.1937
Si, 9.5419, 1.2817, 4.0093
Si, 6.8437, 9.4953, 4.0013
Si, 9.4695, 6.769, 4.0676
Si, -0.0149, 0.0016, 5.4771
Si, 2.7544, 2.6705, 5.5276
Si, -0.017, 5.4323, 5.441
Si, 2.7482, 8.1255, 5.4406
Si, 5.4911, -0.0372, 5.4093
Si, 8.2052, 2.6332, 5.4391
Si, 5.452, 5.4368, 5.4789
Si, 8.1468, 8.1437, 5.4453
Si, 1.3404, 1.3551, 6.8609
Si, 4.0895, 4.0891, 6.8387
Si, 1.3622, 6.7966, 6.7893
Si, 4.098, 9.5253, 6.7801
Si, 6.8321, 1.3164, 6.8059
Si, 9.5013, 4.0629, 6.7855
Si, 6.7877, 6.8118, 6.8407
Si, 9.514, 9.5146, 6.8076
Si, -0.0569, 2.735, 8.1746
Si, 2.7531, 0.0032, 8.1691
Si, 0.0334, 8.1941, 8.1417
Si, 2.6962, 5.4539, 8.1702
Si, 5.4801, 2.7237, 8.1391
Si, 8.1645, -0.0273, 8.1957
Si, 5.4279, 8.1942, 8.185
Si, 8.1605, 5.4315, 8.1701
Si, 1.2697, 4.1353, 9.4893
Si, 4.1021, 1.4162, 9.5023
Si, 1.3867, 9.5559, 9.5328
Si, 4.036, 6.8529, 9.5192
Si, 6.7923, 4.0702, 9.5431
Si, 9.4991, 1.3578, 9.5598
Si, 6.7708, 9.5622, 9.5708
Si, 9.5363, 6.8491, 9.4617
Si, 0.0549, 0.0531, 10.9027
Si, 2.6565, 2.7802, 10.7618
Si, -0.0307, 5.5444, 10.8732
Si, 2.7237, 8.2212, 10.9366
Si, 5.4298, 0.0904, 10.9338
Si, 8.1184, 2.6943, 10.9398
Si, 5.4039, 5.4832, 10.8328
Si, 8.1983, 8.1858, 10.8445
Si, 1.4341, 1.4412, 12.2621
Si, 3.8383, 4.2699, 12.1004
Si, 1.3063, 6.9111, 12.2941
Si, 4.0802, 9.6315, 12.2806
Si, 6.8296, 1.3091, 12.4152
Si, 9.4986, 4.1338, 12.1524
Si, 6.8233, 6.807, 12.1468
Si, 9.5859, 9.5353, 12.2044
Si, 0.0911, 2.9385, 13.4853
Si, 2.7157, 0.0569, 13.7386
Si, -0.0367, 8.2481, 13.6783
Si, 2.6654, 5.5798, 13.6371
Si, 5.5479, 2.4426, 14.0948
Si, 8.3223, -0.0168, 13.6105
Si, 5.6012, 8.2928, 13.4595
Si, 9.4661, 6.7069, 14.7862
Si, 1.3436, 4.2044, 15.093
Si, 3.8875, 1.3234, 15.4161
Si, 1.2774, 9.632, 15.1335
Si, 4.2054, 6.9793, 14.7269
Si, 6.8005, 4.1062, 15.1531
Si, 11.2072, 0.6725, 16.2462
Si, 7.0436, 9.4512, 14.9718
Si, 8.0595, 5.3632, 13.5208
Si, -1.2356, 1.5519, 14.7451
Si, 2.0874, 2.4138, 16.4795
Si, -0.33, 5.3579, 16.3344
Si, 2.935, 8.2985, 16.1736
Si, 4.8231, -0.2164, 16.859
Si, 8.5386, 2.9948, 16.2277
Si, 5.5928, 5.8405, 16.2429
Si, 8.0458, 7.7741, 16.2506
Si, -6.6521, 17.8782, 23.9395
Si, -13.5756, 22.8124, 25.9537
Si, -11.4401, 14.2671, 25.233
Si, -12.4341, 18.448, 21.3843
Si, 9.8531, 3.466, 29.984
Si, -2.7278, 18.7617, 30.1112
Si, -11.7058, 18.3832, 18.515
Si, 17.3872, -22.3835, 19.188
Si, -4.4079, -0.5406, 30.2228
Si, 22.2006, -1.423, 20.3746
Si, -16.2797, -19.4599, 25.2343
Si, 1.0546, -7.908, 22.805
Si, -12.8188, -23.7324, 26.2842
Si, -0.7212, 16.2046, 27.6081
Si, -11.0826, -2.9028, 28.657
Si, 2.1917, 3.2865, 18.7331
Si, -16.6058, -0.2867, 21.6231
Si, -5.081, -6.7003, 27.742
Si, -17.6598, -34.8431, 29.2708
Si, -5.9494, -13.7379, 20.0714
Si, -14.1047, 12.7978, 28.829
Si, -7.5997, 17.05, 18.2143
Si, 1.6527, -1.5829, 30.7588
Si, -14.2865, -15.0955, 27.363
Si, -15.2338, 28.6637, 22.3173
Si, -10.3258, 7.9692, 24.8547
Si, -18.0157, -8.3597, 21.2636
Si, 30.6936, -9.9278, 18.3529
Si, 5.376, -17.3432, 22.9462
Si, -7.6326, -2.4102, 26.2115
Si, -20.2366, 15.1837, 31.0509
Si, -0.0999, 5.5328, 23.397
Si, 4.0938, -0.1312, 24.2275
Si, 15.0977, -16.2002, 30.0629
Si, 13.0619, -12.6956, 22.7336
Si, 32.6448, 23.4632, 20.316
O, 3.75, -3.6618, -13.612
O, -10.3125, -7.521, -2.8339
O, -16.9257, -7.2305, -11.3226
O, -14.3294, -30.484, 0.0715
O, -5.133, -7.5134, -8.8885
O, 6.3544, -5.3214, -5.9155
O, -0.14, -15.5108, -15.2613
O, 21.6414, 4.1498, -6.332
O, 6.8052, -9.5204, -7.7341
O, 1.7589, -12.7412, -11.7804
O, 11.4259, 5.2832, -1.1003
O, 6.7928, 1.0016, -3.1173
O, -37.6974, 21.2236, -1.2447
O, 7.8407, 1.0299, -5.4466
O, -16.304, -12.1907, -3.7503
O, 0.2821, 8.6236, 18.973
O, -6.5434, 11.9361, 21.3348
O, -22.9371, 29.3808, 29.8875
O, 6.1669, 10.3651, 16.0045
O, -6.4662, -12.4913, 20.9955
O, -15.2392, -0.1728, 20.7535
O, -8.2484, 5.1926, 30.2739
O, 10.911, 2.1351, 21.8667
O, 5.3625, -0.4251, 23.2266
O, -6.6792, -5.4553, 23.4961
O, 3.9475, -33.8043, 25.4718
O, 3.3529, 2.7465, 19.7143
O, 0.8052, 30.6731, 23.5623
O, -8.4418, -14.6968, 17.1619
O, 7.3598, 7.0712, 28.9419
O, -6.2729, -5.3916, 17.5177
O, -18.6273, 18.725, 23.0884
O, -1.5994, 23.96, 25.5543
O, -6.4018, -7.697, 13.1229
O, 34.4746, -13.6013, 31.9041
O, 15.5784, 15.5683, 28.7935
O, 18.452, -2.794, 26.5259
O, -9.894, -12.9872, 29.3673
O, 2.5463, -19.1757, 22.335
O, -12.7312, 25.405, 31.3858
O, -17.856, -3.7261, 25.5165
O, -40.7417, -22.1695, 23.2425
O, -33.7798, 4.5473, 24.2232
O, -12.4251, 12.526, 19.7567
O, 24.1057, 35.8978, 31.9481
O, 20.8989, 9.0353, 21.2591
O, -34.1986, 6.9499, 19.871
O, -2.0244, 5.9555, 26.9181
O, -5.6472, 14.0424, 26.6064
O, -16.618, 5.1708, 31.3395
O, -7.0006, -12.4349, 17.0207
O, 7.841, 20.3544, 30.1277
O, 14.8077, 17.6978, 32.7633
O, 14.4253, 30.3511, 27.7718
O, -21.0692, -19.0475, 24.3878
O, 6.0663, -13.0692, 19.0853
O, 8.958, -2.7102, 17.5455
O, -0.7904, 6.5384, 22.3625
O, 22.536, -4.4838, 24.4656
O, -11.9398, 8.9502, 27.6606
O, -12.5831, 23.9292, 29.3186
O, -3.0139, -25.3409, 31.5913
O, -20.1338, -2.4716, 25.9843
O, -33.9417, 4.0958, 16.8013
O, 4.3235, -3.7048, 29.7955
O, 5.3561, 0.2093, 18.342
O, 0.7964, 24.5559, 19.4155
O, -3.0138, 29.4971, 22.0196
O, -0.984, -13.6193, 25.2352
O, 14.0528, -12.1677, 30.2467
O, -16.1441, 17.8132, 20.9875
O, 14.9412, -9.592, 32.4973
O, -5.1623, -14.2362, 23.5603
O, -24.7004, -0.3166, 18.5948
O, 6.8072, 6.8169, 16.7634
O, 13.2362, -5.9613, 18.6973
O, 10.2674, 11.3426, 17.5921
O, 22.3354, 0.1733, 20.1593
O, 18.9781, 2.0535, 17.4866
O, 0.8125, -0.3747, 31.4614
O, 11.7655, -6.3178, 22.5384
O, -1.2596, -6.1598, 29.0088
O, -21.5052, -15.1868, 27.92
O, 9.8812, 1.3502, 32.3869
O, -25.7031, 3.3442, 28.5289
O, -17.5448, -31.2999, 24.8401
O, 8.6977, -0.4786, 25.6709
O, 6.7132, -27.3609, 22.6161

Results
free energy: -139738.392 eV
free energy less fixed offsets of O -570.45, Si -639.56 eV per atom: -0.392 eV

Forces (eV/angstrom), in the order of the atoms: element, x, y, z
Si, 0.0083, 0.0011, -0.0763
Si, -0.0083, 0.0103, -0.0576
Si, -0.0019, -0.0014, 0.0061
Si, -0.0088, -0.0003, -0.065
Si, 0.0154, -0.0177, -0.0824
Si, 0.0043, 0.0175, -0.096
Si, -0.0064, -0.0027, -0.085
Si, -0.0253, 0.0011, -0.0627
Si, -0.001, -0.0002, 0.0037
Si, 0.001, 0.0012, 0.0028
Si, -0.0012, 0.0005, 0.0036
Si, 0, -0.0015, 0.0048
Si, 0.0077, 0.0106, -0.0193
Si, 0.02, -0.0154, -0.0487
Si, -0.0035, -0.0011, -0.0005
Si, 0.0017, -0.0018, 0.0067
Si, -0.0004, 0.002, -0.0027
Si, -0.0015, -0.0015, -0.0006
Si, 0, 0.003, -0.0011
Si, -0.0005, -0.0009, 0
Si, 0, 0.0039, 0.001
Si, 0.0021, -0.0031, -0.0008
Si, 0.0013, 0.0009, -0.0006
Si, 0.0012, 0.0002, -0.001
Si, 0.0001, -0.0003, 0.0009
Si, 0.0007, -0.0009, -0.0003
Si, -0.0006, -0.0011, -0.0008
Si, -0.0005, 0.001, 0
Si, -0.0012, -0.0002, -0.0003
Si, -0.0006, -0.0008, 0.0002
Si, -0.0003, 0.0002, 0.0002
Si, 0.0002, -0.0008, -0.0003
Si, -0.0007, 0.0005, 0.0011
Si, 0.0006, 0.0004, -0.0003
Si, -0.0008, 0, -0.0006
Si, 0.0005, 0.001, -0.0008
Si, -0.0011, 0, 0.0007
Si, -0.0002, -0.0011, -0.0007
Si, -0.0007, -0.0006, 0.0007
Si, -0.0001, 0.0006, -0.0007
Si, 0.0001, -0.0007, 0.0011
Si, -0.0004, -0.0003, 0.0006
Si, 0, -0.0015, 0.0012
Si, 0.0011, 0.0003, 0.0009
Si, 0, -0.0006, 0.0004
Si, 0.0005, -0.0004, 0.0009
Si, 0.0004, 0, -0.0004
Si, -0.0006, -0.0003, -0.0002
Si, -0.0004, -0.001, 0.0002
Si, 0.0006, 0.0005, 0.0003
Si, 0.0003, 0.0004, 0.0015
Si, -0.0006, 0.0002, 0.0001
Si, 0.0008, -0.0007, 0.0006
Si, -0.0004, 0.0004, 0.0002
Si, -0.001, 0.0002, 0.0001
Si, -0.0012, -0.0007, 0.0009
Si, 0, 0.0013, 0.0014
Si, -0.0022, -0.0006, 0
Si, -0.0003, 0.0013, 0.0012
Si, 0.0003, -0.0012, 0.0005
Si, 0.0007, 0.0006, -0.0007
Si, -0.0002, 0, 0.0009
Si, -0.0003, 0.0015, 0.0015
Si, -0.0001, -0.0005, 0
Si, 0.0009, -0.0001, -0.0011
Si, -0.0008, -0.0021, 0.0018
Si, -0.0015, 0.0007, 0.0011
Si, -0.001, -0.0002, 0.0004
Si, 0.0003, 0.001, 0.0012
Si, -0.0004, -0.0009, 0.0004
Si, 0.0041, 0.0006, -0.0004
Si, 0.0006, -0.0006, 0.0007
Si, -0.0004, 0.0014, -0.0042
Si, 0.0039, 0.004, -0.0119
Si, -0.0005, 0.0001, 0.0031
Si, 0.0036, -0.0002, -0.0009
Si, -0.0006, 0.0016, -0.0017
Si, 0.0012, 0.0013, -0.0006
Si, -0.0004, 0.0021, -0.0008
Si, -0.0019, -0.0006, 0.0025
Si, 0, -0.0019, -0.001
Si, -0.0038, 0.0016, 0.0006
Si, 0, -0.0011, -0.0009
Si, -0.0017, 0.0045, -0.0061
Si, 0.0055, 0.0017, -0.014
Si, -0.0036, -0.0061, -0.0017
Si, 0.0007, -0.0009, 0.0029
Si, 0.0007, 0.0012, 0.003
Si, -0.0022, 0.0067, 0.003
Si, 0.0096, -0.002, 0.0054
Si, 0.0003, -0.0013, 0.0029
Si, 0.001, 0.0031, 0.0035
Si, -0.0017, 0.0001, 0.005
Si, 0.0191, 0.0061, -0.0449
Si, 0.0091, -0.0079, -0.02
Si, -0.0015, -0.0005, -0.0008
Si, -0.0009, 0.0021, 0.006
Si, -0.0036, -0.0019, -0.0077
Si, -0.0072, -0.0213, -0.0616
Si, 0.0054, 0.0122, -0.0649
Si, -0.0178, 0.0024, -0.1092
Si, 0.0043, 0.0147, -0.0552
Si, 0.0146, -0.0006, -0.0642
Si, -0.017, -0.0066, -0.0722
Si, 0.0225, -0.0014, -0.1695
Si, 0.0029, 0.0249, -0.1741
Si, 0.0388, -0.0065, -0.2065
Si, 0.0002, 0.0322, -0.1917
Si, -0.0237, 0.0128, -0.1778
Si, 0.007, -0.0064, -0.1826
Si, -0.0074, -0.0234, -0.1845
Si, 0.0052, 0.0246, -0.1671
Si, 0.019, 0.0111, -0.1549
Si, -0.0321, 0.0166, -0.1668
Si, -0.033, -0.0071, -0.1987
Si, 0.0153, -0.0427, -0.1889
Si, 0.0136, 0.006, -0.1758
Si, 0.0202, -0.0238, -0.1881
Si, -0.0218, -0.0084, -0.1805
Si, -0.0142, 0.0158, -0.1701
Si, 0.0319, -0.0086, -0.1879
Si, 0.0028, -0.0334, -0.1824
Si, -0.0168, -0.0117, -0.1867
Si, -0.021, -0.0024, -0.181
Si, -0.0153, 0.003, -0.1684
Si, -0.0033, -0.0195, -0.1442
Si, 0.02, -0.0176, -0.1712
Si, 0.0045, 0.0045, -0.1603
Si, 0.0088, 0.0197, -0.1641
Si, 0.0339, -0.0073, -0.1807
Si, -0.023, -0.0065, -0.1847
Si, 0.0102, 0.0122, -0.1515
Si, -0.0076, 0.0114, -0.1712
Si, -0.0019, 0.0013, -0.2318
Si, 0, 0.0038, -0.1382
Si, 0.0025, 0.0163, -0.1798
Si, 0.0079, -0.0051, -0.1878
Si, 0.0141, 0.0095, -0.1763
Si, 0.0035, 0.0118, -0.1808
Si, -0.0179, 0.0093, -0.1851
O, 0.0354, 0.0436, 0.0915
O, 0.0293, 0.0099, 0.0674
O, 0.0342, 0.0322, 0.0933
O, -0.0156, -0.0113, 0.0407
O, 0.0098, -0.051, 0.1184
O, 0.0002, -0.003, 0.0631
O, -0.0061, 0.042, 0.0881
O, -0.0093, 0.0496, 0.1284
O, 0.0364, -0.0108, 0.0686
O, 0.039, -0.0104, 0.1101
O, -0.0317, 0.0298, 0.0792
O, -0.0203, -0.0382, 0.0741
O, -0.036, 0.0189, 0.1191
O, -0.0158, 0.0189, 0.1352
O, 0.0191, 0.0155, 0.0663
O, 0.0132, 0.0291, 0.0901
O, -0.0001, -0.0094, 0.064
O, -0.0251, 0.0013, 0.0841
O, -0.0221, 0.0104, 0.0542
O, -0.0127, 0.0296, 0.0844
O, -0.0298, 0.0059, 0.1047
O, -0.0273, -0.0177, 0.062
O, 0.0218, 0.0359, 0.1278
O, -0.0235, 0.0078, 0.1209
O, -0.0122, 0.0184, 0.0608
O, -0.0157, -0.0448, 0.1075
O, 0.0469, -0.0191, 0.1451
O, -0.0308, -0.0247, 0.1039
O, 0.0035, -0.031, 0.0723
O, 0.0094, 0.0306, 0.1188
O, -0.0356, 0.0054, 0.0747
O, 0.015, -0.0222, 0.0747
O, -0.0306, -0.0267, 0.067
O, 0.0035, -0.0293, 0.028
O, 0.0155, -0.0235, 0.09
O, -0.0423, 0.0354, 0.1098
O, -0.0104, -0.0258, 0.0693
O, 0.0326, 0.0285, 0.099
O, -0.0289, 0.0106, 0.0808
O, -0.0117, -0.0128, 0.1152
O, -0.0176, 0.024, 0.1132
O, 0.0142, 0.011, 0.078
O, -0.0173, -0.0333, 0.094
O, 0.0302, 0.011, 0.0882
O, 0.0267, -0.0339, 0.0731
O, -0.0118, -0.018, 0.0711
O, -0.0179, 0.003, 0.1303
O, -0.0015, 0.0006, 0.0628
O, 0.0144, 0.0541, 0.1272
O, 0.0204, -0.0019, 0.1144
O, 0.0176, 0.0015, 0.0468
O, -0.0047, 0.0006, 0.0547
O, -0.0034, 0.0071, 0.0443
O, 0.0299, 0.0079, 0.1753
O, -0.0436, 0.01, 0.1159
O, -0.0178, -0.0204, 0.0733
O, 0.0414, -0.0029, 0.0944
O, 0.034, -0.0502, 0.1076
O, 0.0052, 0.028, 0.0806
O, 0.0359, -0.0226, 0.1165
O, 0.0308, 0.0179, 0.0733
O, 0.0166, -0.0147, 0.1247
O, 0.0195, 0.0063, 0.0864
O, 0.0013, 0.0034, 0.0295
O, -0.0013, -0.0296, 0.0622
O, 0.0372, -0.0179, 0.1013
O, -0.0334, -0.0288, 0.1011
O, -0.0211, -0.0123, 0.0612
O, -0.0542, 0.0203, 0.0919
O, -0.0329, 0.0154, 0.078
O, 0.032, -0.0278, 0.1074
O, -0.004, 0.0043, 0.0369
O, -0.0326, 0.0019, 0.0834
O, -0.0212, -0.0153, 0.055
O, 0.0019, 0.0049, 0.0376
O, -0.0004, 0.0009, 0.059
O, -0.0437, 0.0015, 0.086
O, 0.0104, -0.0184, 0.0561
O, 0.0031, -0.0355, 0.074
O, -0.031, 0.0307, 0.0829
O, -0.0203, 0.0203, 0.0702
O, -0.0051, -0.0392, 0.1094
O, -0.0006, 0.0216, 0.0721
O, 0.0099, -0.0133, 0.0408
O, 0.0222, -0.0183, 0.0669
O, 0.0198, 0.03, 0.0708
O, -0.0018, -0.0103, 0.0594
O, -0.0094, -0.0208, 0.0565

The program warned: the cutoff lies below the one the program advises for these potential files; the forces do not sum to zero within the program's tolerance; empty levels may hold ghost states of the PAW files; the exchange-correlation potential is rough where the density is thin.
